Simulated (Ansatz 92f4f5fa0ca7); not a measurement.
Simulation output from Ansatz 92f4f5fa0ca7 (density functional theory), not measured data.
Periodic cell of 225 atoms, Si133O90H2, from a study of silicon, its oxide and their interface. The atomic structure is a simulated model.
Doubt: the cutoff is far below the 930 eV that the study's wrapper takes by default for these files, so forces and energies are approximate.
This geometry differs little from another in the collection (a relaxation step or a small displacement).

Settings
functional: PBE
potential files: Ansatz PAW
basis: plane waves
wave-function cutoff: 580 eV
density cutoff ratio: 5
exchange-correlation grid ratio: 1
k mesh: 1 x 1 x 1, Gamma-centred
self-consistency stop: 5e-08 eV per atom in the density residual
occupations: fixed
spin: none
net charge: 0

Cell vectors (angstrom)
a  10.938  0  0
b  0  10.938  0
c  0  0  32.288

Atoms: element, x, y, z (angstrom)
Si  0.3824  -0.392  24.8591
Si  5.2199  0.2169  24.7327
Si  2.8666  2.3748  24.7074
Si  7.8472  2.8614  24.7277
Si  -0.2708  5.6937  24.9057
Si  5.6991  5.2007  24.8323
Si  2.5924  8.254  24.8242
Si  8.3384  7.7784  24.9638
Si  1.4192  1.2489  26.1763
Si  6.7549  1.3463  26.142
Si  4.0293  4.0259  26.0192
Si  9.5378  3.9748  26.0533
Si  1.3399  6.8033  26.2067
Si  6.831  6.6599  26.3033
Si  4.1541  9.5069  26.0804
Si  9.5526  9.5095  26.0661
Si  2.8079  -0.0758  27.5271
Si  8.2065  -0.0131  27.4558
Si  0.0264  2.6863  27.4656
Si  5.4269  2.7536  27.4976
Si  2.7492  5.4247  27.4818
Si  8.2756  5.3482  27.5606
Si  -0.0125  8.2203  27.5304
Si  5.499  8.1755  27.5109
Si  4.1018  1.3673  28.8698
Si  9.5708  1.3673  28.8698
Si  1.3673  4.1018  28.8698
Si  6.8362  4.1018  28.8698
Si  4.1018  6.8362  28.8698
Si  9.5708  6.8362  28.8698
Si  1.3673  9.5708  28.8698
Si  6.8362  9.5708  28.8698
Si  0  0  30.237
Si  5.469  0  30.237
Si  2.7345  2.7345  30.237
Si  8.2035  2.7345  30.237
Si  0  5.469  30.237
Si  5.469  5.469  30.237
Si  2.7345  8.2035  30.237
Si  8.2035  8.2035  30.237
Si  1.3673  1.3673  31.6043
Si  6.8362  1.3673  31.6043
Si  4.1018  4.1018  31.6043
Si  9.5708  4.1018  31.6043
Si  1.3673  6.8362  31.6043
Si  6.8362  6.8362  31.6043
Si  4.1018  9.5708  31.6043
Si  9.5708  9.5708  31.6043
Si  2.7345  0  0.6835
Si  8.2035  0  0.6835
Si  0  2.7345  0.6835
Si  5.469  2.7345  0.6835
Si  2.7345  5.469  0.6835
Si  8.2035  5.469  0.6835
Si  0  8.2035  0.6835
Si  5.469  8.2035  0.6835
Si  4.1018  1.3673  2.0507
Si  9.5708  1.3673  2.0507
Si  1.3673  4.1018  2.0507
Si  6.8362  4.1018  2.0507
Si  4.1018  6.8362  2.0507
Si  9.5708  6.8362  2.0507
Si  1.3673  9.5708  2.0507
Si  6.8362  9.5708  2.0507
Si  0  0  3.418
Si  5.469  0  3.418
Si  2.7345  2.7345  3.418
Si  8.2035  2.7345  3.418
Si  0  5.469  3.418
Si  5.469  5.469  3.418
Si  2.7345  8.2035  3.418
Si  8.2035  8.2035  3.418
Si  1.326  1.4442  4.7218
Si  6.8552  1.3746  4.8189
Si  4.0724  4.1166  4.8213
Si  9.5753  4.1171  4.7919
Si  1.3619  6.8376  4.8536
Si  6.7605  6.9326  4.7007
Si  4.0836  9.5897  4.7766
Si  9.5444  9.6177  4.788
Si  2.7313  0.12  6.0151
Si  8.2446  0.0761  6.2567
Si  0.0382  2.7886  6.2011
Si  5.5157  2.7778  6.166
Si  2.7068  5.4585  6.3058
Si  8.1494  5.5842  5.9633
Si  -0.0163  8.2824  6.1603
Si  5.4818  8.2934  6.1813
Si  3.981  1.5289  7.4356
Si  9.8598  1.2649  7.5978
Si  1.6742  3.7216  7.6606
Si  6.6521  4.4847  7.3436
Si  4.3826  6.6623  7.4749
Si  9.2491  7.1118  7.3241
Si  1.1441  9.9853  7.3224
Si  7.0941  9.4074  7.5631
O  9.519  6.7692  24.3413
O  4.0538  1.2985  24.1806
O  8.1746  8.214  7.9613
O  2.8932  2.6507  7.9528
O  6.8219  4.0969  24.3194
O  1.4687  9.3812  24.4002
O  5.504  5.5341  7.9552
O  0.0408  0.0951  8.0318
O  7.6105  4.0574  8.6002
O  6.5606  10.0253  9.012
O  9.8396  6.2011  8.5782
O  2.177  9.4483  8.4929
O  4.5561  0.7735  8.7902
O  1.0545  3.8503  9.1935
O  9.4036  2.0771  8.99
O  3.8794  7.3642  8.9119
O  7.2626  8.1756  23.755
O  8.1349  2.0718  23.2954
O  5.208  5.9232  23.4441
O  1.9734  2.9022  23.3972
O  10.9833  0.2682  23.3792
O  0.5625  5.1384  23.6022
O  3.1938  7.6389  23.4122
O  6.0195  10.5285  23.4107
Si  6.16  -2.8274  20.4311
Si  4.1732  6.7149  22.4829
Si  -6.7232  15.2603  11.7728
Si  5.6489  1.6333  12.2921
Si  5.9217  0.4612  9.6338
Si  -1.0947  -0.6182  16.3276
Si  -0.0202  -0.4512  13.4037
Si  -1.9354  2.2587  21.9149
Si  5.4561  5.0038  14.2887
Si  2.8599  3.4425  18.553
Si  2.1618  -2.2798  12.4231
Si  2.0714  5.4848  20.6333
Si  8.0729  2.8558  9.5805
Si  0.1313  8.036  20.4474
Si  12.8441  3.189  15.8925
Si  3.8445  -3.3326  14.6602
Si  -1.363  5.6328  13.994
Si  -2.8832  14.4704  19.2479
Si  5.7891  3.5194  17.1698
Si  8.5783  6.4831  19.4122
Si  -3.7352  -1.3992  22.8606
Si  -1.4332  7.1806  16.5062
Si  7.6548  1.2291  17.5169
Si  3.0422  0.8368  20.2139
Si  12.1086  4.2282  10.7838
Si  5.4446  10.4855  18.76
Si  10.0567  10.5441  22.2126
Si  -0.6851  -3.0143  12.2187
Si  1.1705  -0.9534  18.3017
Si  2.5133  8.1421  9.385
Si  -3.1526  3.6678  12.6282
Si  -0.141  6.6543  9.7996
Si  0.7816  3.7992  22.6989
Si  -7.4984  1.3211  14.3107
Si  12.1159  6.0905  15.5145
Si  0.8661  2.2341  13.1992
Si  3.582  -0.9737  16.3809
O  2.2599  -1.4466  17.2013
O  -1.9912  -6.0473  19.413
O  4.6404  -0.2354  17.3606
O  -2.0914  6.187  15.3669
O  0.6327  3.2309  11.9445
O  1.2946  -4.0111  20.7625
O  1.3078  7.0695  9.1786
O  -6.0847  2.8313  11.4907
O  9.294  -4.1562  12.8619
O  5.0826  -4.3716  14.5434
O  2.3902  1.6369  13.0959
O  4.1654  4.43  13.4252
O  -4.0168  0.2342  18.6032
O  3.323  2.5628  15.3651
O  4.3536  8.6847  15.7556
O  5.7808  4.3779  15.7687
O  2.3638  7.1108  15.1306
O  8.7119  -0.8361  23.0107
O  -5.7835  16.4149  11.1094
O  1.9937  4.8001  16.034
O  6.6863  4.0431  18.4711
O  1.1691  4.2684  21.2027
O  4.2856  3.5239  17.7722
O  6.9166  1.7277  9.4835
O  0.9037  -3.3254  12.5631
O  -0.6453  3.0803  22.4651
O  6.4627  2.0741  16.7615
O  -0.8435  7.9035  10.5926
O  -8.46  4.9509  19.1273
O  20.5866  7.2582  20.3532
O  5.6923  0.352  11.2576
O  8.6829  6.9746  17.877
O  -2.9135  2.9532  20.7938
O  9.1094  4.1341  13.4978
O  -9.181  2.7879  17.4881
O  -0.2504  12.0148  12.8968
O  -1.0811  -1.5219  12.7662
O  0.5797  -2.2756  19.0278
O  2.9925  2.4177  19.8093
O  1.8846  10.9762  19.3692
O  2.6698  8.7054  10.8859
O  3.5274  -2.6539  13.2123
O  5.6112  8.8888  19.1009
O  -11.066  -0.2687  17.5946
O  8.5416  0.3667  16.4542
O  4.9363  7.6417  21.3856
O  2.7296  4.5285  11.1349
O  -4.2267  4.7641  13.2485
O  -6.3843  11.189  19.9362
O  -0.1831  10.5746  15.011
O  7.0027  9.22  21.2806
O  0.2441  -5.3628  14.2763
O  8.6267  13.2455  18.3074
O  8.2416  3.5946  11.0429
O  7.116  2.1749  12.8317
O  -0.103  -1.6478  21.4946
O  1.4979  -0.8876  12.9524
O  0.1653  6.7771  16.6108
O  0.1304  5.4819  10.8937
O  0.7516  2.7653  14.7791
O  7.0857  6.8356  19.9881
O  3.37  5.6094  21.6061
O  -1.591  8.7701  16.1896
O  3.0935  -0.0092  15.1705
O  -1.364  0.8501  21.2557
O  -6.0312  1.1586  13.6572
H  2.7587  0.6992  21.6478
H  -6.1497  16.9256  10.3656

Results
free energy: -135766.950 eV
free energy less fixed offsets of H -15.97, O -568.88, Si -635.61 eV per atom: 0.320 eV

Forces (eV/angstrom), in the order of the atoms: element, x, y, z
Si  0.1139  -0.0498  -0.1633
Si  -0.0546  0.0838  -0.0586
Si  0.0456  -0.1101  -0.1731
Si  -0.0718  0.0347  -0.096
Si  -0.0818  0.0573  -0.059
Si  0.0896  -0.0898  -0.0866
Si  -0.0632  0.0296  0.0095
Si  0.0803  -0.105  -0.1614
Si  0.032  -0.0311  0.0339
Si  -0.0518  0.0427  -0.0259
Si  0.0215  0.0106  0.0223
Si  -0.0083  0.0187  0.0033
Si  -0.0115  0.0589  -0.0162
Si  0.0118  -0.0335  0.0325
Si  -0.0394  -0.0299  -0.015
Si  -0.0243  -0.0137  0.0489
Si  -0.0033  0.0124  -0.0131
Si  0.0153  -0.006  -0.0123
Si  -0.0274  0.0227  -0.0204
Si  0.0175  -0.0256  -0.0111
Si  -0.0183  -0.0069  -0.0253
Si  0.0017  -0.0034  -0.0253
Si  0.0145  -0.015  -0.0333
Si  -0.0013  0.0169  -0.0275
Si  0.0765  -0.047  0.1447
Si  -0.0175  -0.098  -0.2664
Si  -0.0214  -0.185  -0.1764
Si  -0.147  -0.3365  0.3236
Si  -0.0561  -0.1082  -0.1333
Si  0.1196  -0.1743  0.164
Si  0.0787  -0.0128  0.2303
Si  0.1548  0.0304  -0.1057
Si  0.0487  -0.0031  -0.0214
Si  0.007  0.1189  0.0024
Si  -0.0653  -0.108  -0.0061
Si  -0.2064  -0.0587  0.0096
Si  -0.0326  0.1115  0.0009
Si  0.0575  0.0142  -0.0185
Si  -0.1638  -0.0404  -0.0024
Si  -0.0393  -0.0474  -0.0202
Si  -0.0277  0.0437  0.004
Si  0.1209  -0.0754  0.0026
Si  -0.0054  0.0205  -0.0234
Si  0.0333  -0.0246  -0.0444
Si  0.0829  -0.0641  -0.0071
Si  -0.03  0.0204  -0.0033
Si  0.034  -0.0392  -0.0467
Si  0.0225  -0.0133  -0.0183
Si  -0.0001  -0.0152  0.0147
Si  -0.1035  0.048  0.0124
Si  -0.0229  0.0051  0.0423
Si  -0.0036  -0.0185  0.0021
Si  -0.0857  0.0732  0.0002
Si  -0.0096  0.0165  0.017
Si  0.0002  -0.011  0.0036
Si  -0.0107  0.0273  0.0436
Si  0.0309  0.0519  0.0477
Si  0.037  -0.0465  -0.0475
Si  0.1605  0.0538  -0.0368
Si  0.0074  0.0151  0.0664
Si  -0.0267  -0.13  -0.0425
Si  0.0323  0.0433  0.0608
Si  -0.0367  -0.0131  0.0538
Si  0.1514  0.0238  -0.0491
Si  -0.1632  0.1312  -0.1903
Si  0.1609  0.0621  0.1479
Si  0.0451  0.4238  -0.3025
Si  0.1349  -0.094  0.1373
Si  0.1697  0.0948  0.1965
Si  -0.4576  0.0354  -0.1047
Si  -0.0495  -0.2466  0.2283
Si  0.0017  0.4827  -0.3513
Si  -0.0317  0.0088  0.0116
Si  -0.0074  0.0172  0.0216
Si  0.0108  0.0185  -0.0073
Si  -0.0105  0.0195  0.0055
Si  -0.0084  -0.0135  0.0012
Si  -0.0124  0.0135  0.0169
Si  0.0048  0.0183  0.0217
Si  -0.0239  0.0179  0.0179
Si  0.0055  0.0243  -0.024
Si  0.029  -0.043  0.0154
Si  0.0258  -0.053  -0.0016
Si  -0.027  -0.0265  -0.0152
Si  0.0296  -0.003  0.0343
Si  0.0098  0.0108  -0.0704
Si  0.0097  0.0161  -0.0561
Si  0.0312  -0.0339  0.0135
Si  -0.0731  0.0314  0.0863
Si  0.1305  -0.057  0.0809
Si  0.02  -0.0642  0.0834
Si  -0.0411  0.1089  0.2049
Si  0.052  -0.0103  0.0157
Si  -0.1043  0.0396  0.1814
Si  -0.0191  0.1087  0.2883
Si  0.0569  -0.0519  0.0108
O  -0.0274  0.0389  0.1594
O  -0.011  0.0268  0.1505
O  0.0243  -0.0484  -0.1063
O  0.0004  0.0078  -0.0789
O  -0.0008  -0.0235  0.1128
O  -0.0365  0.0515  0.1162
O  0.0404  -0.0502  -0.1296
O  0.0368  -0.0236  -0.1747
O  -0.0186  -0.032  -0.0934
O  -0.0052  0.0102  -0.0445
O  -0.0077  0.0309  -0.1021
O  -0.0723  -0.0547  -0.096
O  0.007  0.002  -0.0605
O  0.0119  -0.0006  -0.0973
O  -0.0226  0.0174  -0.0532
O  -0.0533  0.0189  -0.0499
O  0.0164  0.0214  0.08
O  -0.009  0.0184  0.1215
O  -0.0091  0.0083  0.0466
O  0.0147  -0.0036  0.1075
O  0.0106  -0.0072  0.1301
O  0.0055  0.0012  0.0639
O  0.0088  -0.0123  0.0314
O  0.0318  -0.0174  0.0656
Si  -0.0088  -0.0522  -0.12
Si  -0.0091  0.0093  -0.0602
Si  0.0248  -0.0227  0.0234
Si  0.0278  0.0254  0.0719
Si  -0.0208  -0.0257  0.0924
Si  0.0226  -0.0154  -0.0078
Si  -0.0223  -0.0146  -0.0029
Si  0.0048  0.0309  -0.0976
Si  -0.0107  -0.0376  0.0047
Si  -0.0065  -0.0082  0.0565
Si  -0.0534  0.0016  0.0755
Si  -0.0175  0.0356  -0.0716
Si  0.0072  0.0461  0.0474
Si  -0.0256  -0.0287  -0.0995
Si  0.0019  -0.0047  0.0245
Si  -0.0094  0.011  -0.0013
Si  -0.0232  0.0118  0.0051
Si  0.0402  0.0659  0.0118
Si  -0.0073  0.014  0.0406
Si  -0.0007  -0.0202  -0.0234
Si  -0.039  -0.0036  -0.0956
Si  -0.0325  -0.0108  0.055
Si  -0.0038  -0.0112  0.0357
Si  -0.0044  -0.0195  0.0048
Si  0.0339  -0.0164  0.1171
Si  -0.0473  -0.0161  0.0422
Si  0.0082  -0.0243  -0.1673
Si  -0.0013  -0.0136  0.0617
Si  0.0442  0.0121  0.0813
Si  0.03  0.108  0.0255
Si  -0.0231  -0.0473  0.0831
Si  -0.0202  0.0347  0.1288
Si  0.0407  0.009  -0.0752
Si  0.0299  -0.0239  0.0041
Si  -0.025  0.0022  0.0117
Si  0.01  -0.031  -0.003
Si  -0.0173  0.0264  0.027
O  0.012  -0.0017  -0.0242
O  -0.0287  -0.0293  -0.0062
O  -0.0006  0.012  -0.0206
O  0.0252  0.0082  -0.0059
O  0.0118  0.0152  -0.0504
O  0.0096  -0.0149  0.0274
O  0.0033  -0.0113  -0.0583
O  -0.0115  0.0127  -0.0388
O  0.0185  -0.0073  -0.0014
O  0.0078  -0.0002  0.0003
O  -0.0067  0.003  -0.0031
O  0.0083  0.0331  0.0113
O  0.0121  0.0135  0.0017
O  -0.0193  0.007  -0.0154
O  0.0087  -0.0089  -0.0054
O  -0.001  0.0078  0.0032
O  0.0072  -0.0088  0.0006
O  -0.032  -0.0029  0.0887
O  -0.0399  -0.0035  -0.043
O  0.003  0.0039  -0.0156
O  -0.0077  -0.0211  -0.0051
O  -0.0103  -0.0291  0.0587
O  0.0283  -0.0027  -0.021
O  0.0232  0.0178  -0.0273
O  0.0045  0.022  -0.0271
O  -0.0241  -0.0127  0.0293
O  -0.0174  0.0003  -0.0293
O  0.0357  -0.0309  -0.0605
O  0.0016  -0.0154  0.01
O  0.0124  0.0171  0.0247
O  -0.0053  -0.009  -0.0706
O  0.0166  0.0142  -0.0435
O  0.0379  -0.0001  0.0186
O  -0.0177  0.0198  -0.0252
O  -0.0022  0.0146  -0.031
O  0.0239  0.0021  0.0038
O  0.0215  0.0086  -0.0179
O  0.0054  0.0002  0.0164
O  -0.0083  0.0425  -0.0367
O  -0.0336  -0.02  -0.0345
O  0.0105  -0.0318  -0.0865
O  -0.0001  -0.0068  -0.0168
O  -0.0024  0.0168  0.0192
O  -0.0261  0.0077  -0.0208
O  -0.0055  0.0014  -0.0145
O  0.0007  0.0024  0.0659
O  0.003  0.0186  -0.0268
O  0.0018  0.0176  -0.0214
O  0.0372  -0.0117  -0.0259
O  -0.0212  -0.0041  0.0232
O  0.0262  0.0459  0.0901
O  0.0122  -0.006  -0.0119
O  -0.0209  0.0014  -0.0012
O  0.0166  -0.0367  -0.0927
O  -0.002  0.0203  -0.0404
O  -0.0348  0.0377  0.057
O  0.0086  -0.0157  -0.0101
O  0.0068  0.0074  -0.0102
O  0.0006  0.0169  -0.0486
O  0.013  0.0108  0.0044
O  0.0009  0.0261  0.0335
O  0.0099  -0.0088  0.0643
O  0.0041  -0.0032  -0.0102
O  0.004  -0.0017  0.0062
O  -0.0094  -0.0078  0.0542
O  -0.0097  0.002  -0.0103
H  0.0007  -0.0101  -0.0124
H  0.0329  -0.0143  0.0665

The program warned: the cutoff lies below the one the program advises for these potential files; the exchange-correlation potential is rough where the density is thin.
